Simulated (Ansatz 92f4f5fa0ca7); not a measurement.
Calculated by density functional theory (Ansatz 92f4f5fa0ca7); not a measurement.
Periodic cell of 286 atoms, Si144O106H32N4, with a vacuum gap, from a study of silicon, its oxide and their interface. The atomic structure is a simulated model.

Settings
functional: r2SCAN
potential files: Ansatz PAW
basis: plane waves
wave-function cutoff: 800 eV
density cutoff ratio: 5
exchange-correlation grid ratio: 1
k mesh: 1 x 1 x 1, shifted by 0.5 0.5 0 of a step
self-consistency stop: 1e-11 eV per atom in the density residual
occupations: fixed
spin: none
net charge: 0
applied field: sawtooth along c, amplitude +0.015 V/angstrom in the program's sign convention, ramp centred at 0.9896 of c and 0.0207 of c wide, no dipole correction

Cell vectors (angstrom)
a  10.887  0  0
b  0  10.887  0
c  0  0  48.28

Atoms and the computed forces on them: element, x, y, z (angstrom), force x, y, z (eV/angstrom)
Si  -0.5497  0.3386  34.5563  0.0066  0.0038  0.0433
Si  2.8389  2.6073  34.8464  0.001  -0.0026  0.023
Si  0.7462  4.9268  34.3699  0.0048  -0.0007  0.0474
Si  3.2337  8.1505  34.2391  -0.0056  0.0036  0.0563
Si  5.2274  0.5424  34.6372  -0.0111  0.0034  0.0509
Si  8.3241  2.6679  34.9918  0.0004  0.0027  0.0246
Si  6.0929  4.8154  34.7769  -0.002  -0.0049  0.0431
Si  8.0699  7.8483  34.6119  0.0021  0.0009  0.0481
Si  1.2861  1.2249  35.9029  -0.0073  0.003  -0.0202
Si  4.2756  3.9746  36.0476  0.0011  -0.0002  -0.0125
Si  1.7414  6.7107  35.6048  0.0068  0.0013  -0.0187
Si  4.2792  9.5617  35.7945  0.0017  0.0022  -0.018
Si  6.8132  1.3803  36.1703  0.0065  0.008  -0.0161
Si  9.8842  4.0948  35.9122  0.0016  -0.0032  -0.0171
Si  6.9663  6.54  36.1484  -0.001  -0.0006  -0.0137
Si  9.3494  9.4938  35.8126  -0.0028  0.0008  -0.0171
Si  0.1173  2.6567  37.3555  0.0035  0.0012  0.0064
Si  2.7562  -0.1179  37.193  0.0162  0.0046  0.0126
Si  0.1181  8.0969  36.9705  -0.0015  -0.004  0.0001
Si  2.8805  5.445  37.2445  -0.002  -0.0133  0.004
Si  5.518  2.7019  37.529  0.0073  -0.0056  0.0058
Si  8.138  -0.1046  37.3648  0.0048  0.0032  0.0105
Si  5.5409  8.1153  37.2433  0.0073  0.0012  0.002
Si  8.4599  5.3295  37.3923  -0.0058  -0.0015  0.0139
Si  1.4794  4.0805  38.6284  0.0048  0.015  0.0127
Si  4.0649  1.277  38.6588  -0.0065  0.0137  0.0129
Si  1.3758  9.4316  38.5172  0.006  0.0186  0.0314
Si  4.1433  6.8258  38.6351  0.0016  -0.0006  0.0201
Si  6.9546  4.0735  38.7378  -0.0055  -0.0015  0.0146
Si  9.5351  1.325  38.6426  -0.0103  0.0244  0.0169
Si  6.8169  9.448  38.7039  -0.019  0.0061  0.0154
Si  9.7273  6.833  38.5908  -0.0126  -0.0031  0.0247
Si  0.0344  -0.0583  39.9191  0.0189  -0.0141  0.1701
Si  2.769  2.7002  40.0065  0.002  -0.0059  0.1535
Si  0.1004  5.4431  39.9998  0.0358  -0.0538  0.1895
Si  2.7213  8.1455  39.9769  0.0292  -0.0139  0.1974
Si  5.4321  -0.0516  40.0296  0.0328  -0.0242  0.19
Si  8.2115  2.6651  40.0765  0.0472  -0.0416  0.1952
Si  5.529  5.4726  39.9861  -0.0222  0.0015  0.1682
Si  8.2662  8.1314  39.9655  0.0234  -0.0227  0.1777
Si  1.3416  1.3459  41.2964  0.1905  -0.0047  0.2635
Si  4.1375  4.0948  41.3253  0.0805  -0.1368  0.2519
Si  1.3956  6.8127  41.393  0.1284  -0.1969  0.2768
Si  4.0398  9.5229  41.3726  0.1086  -0.0927  0.299
Si  6.7775  1.3478  41.3912  0.1842  -0.18  0.3117
Si  9.5564  4.1047  41.3554  0.1933  -0.1844  0.2687
Si  6.8545  6.8397  41.335  0.1508  -0.2206  0.4173
Si  9.5484  9.5349  41.3312  0.1634  -0.1159  0.2513
Si  0.0042  2.7077  6.9023  -0.0865  0.1225  -0.3606
Si  2.6672  0.0279  6.9309  -0.1101  0.1365  -0.2591
Si  -0.0107  8.1962  6.9475  -0.1826  0.1617  -0.2249
Si  2.772  5.4397  6.93  -0.1695  0.0663  -0.2979
Si  5.4217  2.7469  6.9684  -0.1936  0.1309  -0.1967
Si  8.1623  -0.0082  6.9258  -0.1344  0.1925  -0.3231
Si  5.4477  8.1743  6.9104  -0.1093  0.0752  -0.3196
Si  8.1582  5.4781  6.9247  -0.2212  0.2554  -0.341
Si  1.3726  4.0672  8.2377  -0.0546  0.066  -0.1908
Si  3.9761  1.4209  8.2998  0.0255  -0.0056  -0.1717
Si  1.2973  9.5972  8.3221  0.0092  -0.0067  -0.1719
Si  4.0876  6.8428  8.2931  -0.0735  0.0753  -0.1957
Si  6.7456  4.1843  8.2902  -0.0371  0.0274  -0.1876
Si  9.4835  1.4002  8.2692  -0.0034  -0.0008  -0.1834
Si  6.7596  9.5593  8.2727  -0.0242  0.0304  -0.1828
Si  9.4897  6.8469  8.2928  -0.0043  0.005  -0.1693
Si  -0.0642  0.0996  9.7046  -0.0029  -0.0063  -0.0219
Si  2.6303  2.7725  9.737  -0.007  -0.0203  -0.031
Si  0.0081  5.4388  9.54  0.0122  0.0018  -0.011
Si  2.68  8.2051  9.6079  0.0018  -0.0138  -0.0074
Si  5.339  0.0324  9.5793  -0.004  -0.0227  -0.0037
Si  8.1234  2.823  9.5617  0.0208  -0.0002  -0.0153
Si  5.3754  5.5107  9.7353  0.0157  -0.0109  -0.031
Si  8.0927  8.2096  9.653  0.0203  0.0066  -0.0229
Si  1.212  1.4973  11.1611  0.0006  0.0006  -0.0096
Si  3.9181  4.2045  11.1091  -0.0091  0.0103  -0.0142
Si  1.3325  6.7815  10.9069  -0.0142  0.0127  -0.0001
Si  3.9649  9.596  10.9864  0.0078  0.0054  -0.0078
Si  6.6297  1.5374  10.7974  0.0074  -0.0111  -0.0085
Si  9.537  4.1356  10.9119  -0.0058  0.0081  -0.0066
Si  6.7418  6.899  11.0794  -0.0084  0.0137  -0.0181
Si  9.4252  9.6019  10.991  -0.003  -0.0018  -0.0158
Si  -0.164  2.93  12.5648  -0.0089  -0.0004  0.0132
Si  2.5897  0.0606  12.4085  0.0075  -0.0083  0.011
Si  -0.0487  8.1178  12.1887  0.0093  -0.0079  0.0186
Si  2.5221  5.535  12.5517  -0.0072  0.0093  0.0144
Si  5.3148  2.814  12.3282  0.0111  -0.0063  0.0064
Si  7.9566  0.2038  12.1032  -0.0054  0.0083  0.0166
Si  5.2745  8.2292  12.4146  -0.0056  0.0092  0.0092
Si  8.2329  5.4985  12.2578  0.006  -0.0115  0.0095
Si  0.8994  4.5697  14.092  0.0094  -0.0013  0.0386
Si  4.1206  1.2995  13.7028  -0.009  -0.0003  0.0322
Si  1.4553  9.2211  13.5511  -0.0206  0.004  0.0314
Si  3.7096  7.1065  13.8461  0.0044  -0.0056  0.0299
Si  6.9708  3.9965  13.4776  -0.0043  0.018  0.0276
Si  8.9724  1.702  13.5822  0.006  -0.0158  0.0249
Si  6.3296  10.0613  13.3879  0.0128  -0.0051  0.0276
Si  9.702  6.7044  13.6851  -0.007  0.0233  0.0311
Si  -5.4757  -4.1509  22.3391  -0.0016  0  0.0869
Si  -3.7339  2.1354  18.8844  -0.0072  -0.0103  0.0749
Si  2.4113  5.3478  24.9342  0.0103  0.0071  0.0767
Si  -20.8452  10.5895  29.8029  -0.0036  -0.0012  0.0843
Si  -0.4436  -26.3938  16.5447  -0.0002  0.0071  0.1044
Si  7.8585  -11.6944  19.4541  -0.0242  0.0068  0.0923
Si  -10.9523  21.9667  15.3869  0.0048  -0.0037  0.082
Si  -21.2717  -20.3727  21.1124  -0.0055  0.0098  0.0579
Si  2.043  2.244  15.7114  -0.0191  -0.019  0.0816
Si  -3.1185  19.3719  15.5085  0.0061  0.0037  0.0727
Si  -12.0935  1.0131  23.5166  0.0038  -0.0121  0.0621
Si  -3.348  7.2978  20.0288  -0.0097  0.0108  0.0822
Si  7.4282  6.3518  24.6998  -0.0032  0.0065  0.0834
Si  -17.088  3.7909  28.8101  0.0125  -0.0112  0.071
Si  25.6827  -15.0757  29.1063  0.0037  0.0014  0.0704
Si  16.7248  -26.6119  15.6969  0.0198  -0.0015  0.0823
Si  -4.2707  11.0917  31.837  -0.0092  0.0016  0.0893
Si  -3.566  10.72  22.5951  0.0014  -0.006  0.0839
Si  21.5187  29.2544  20.7363  -0.0039  -0.0054  0.0886
Si  4.6649  -8.438  20.3909  -0.0061  -0.0017  0.0645
Si  3.3594  0.9549  28.6104  -0.0069  0.0009  0.0748
Si  -3.1874  5.792  30.6951  0.0077  0.0134  0.0875
Si  -5.8004  20.3747  29.7019  0.0094  0.0046  0.0764
Si  -2.0664  -10.4038  30.0266  -0.001  0.0104  0.0748
Si  5.8102  -3.8376  32.7773  -0.0087  0.0012  0.0864
Si  0.0007  17.2176  26.31  -0.0072  0.0076  0.0805
Si  24.9128  10.7286  21.4076  0.0067  -0.0038  0.0702
Si  -2.3584  9.419  25.0341  -0.0137  -0.0133  0.081
Si  11.5689  7.4047  23.6914  0.007  -0.0014  0.0862
Si  1.6657  -2.7241  28.1628  0.0018  0.0053  0.071
Si  -3.3712  -1.4067  27.8019  -0.008  0.011  0.0841
Si  -3.7021  -19.036  21.7156  0.0081  0.0033  0.0728
Si  -11.6667  6.7334  32.4862  0.0129  -0.0043  0.0808
Si  22.2716  10.0796  24.8875  0.0117  -0.009  0.069
Si  -11.9567  9.3512  17.492  -0.0002  0.0073  0.0844
Si  9.1232  14.8916  23.5366  0  0.0128  0.064
Si  -14.1029  -5.8651  17.8118  0.0021  -0.0126  0.0914
Si  0.9089  -1.471  32.4942  -0.006  -0.0031  0.0891
Si  3.2221  20.9198  26.3595  0.0011  0.0089  0.0875
Si  -5.7785  5.6523  26.587  -0.0043  -0.0047  0.0784
Si  -8.9373  9.1362  19.514  0.0067  0.0005  0.0782
Si  -9.358  6.4096  18.6563  0.0203  0.0043  0.0865
Si  8.0121  28.184  27.5749  -0.0063  -0.0042  0.0906
Si  -7.6853  5.0392  20.7076  0.0023  0.0007  0.0796
Si  -3.7745  2.8387  30.4918  0.0056  -0.0054  0.0619
Si  15.4943  20.3061  23.6297  -0.0042  -0.0065  0.0845
Si  -9.9726  -10.1274  18.1479  0.0018  -0.0059  0.1021
Si  12.1148  4.0501  22.6478  -0.0028  0.0077  0.0749
O  -10.9336  -0.3578  33.1733  0.0158  -0.0165  -0.0454
N  -0.1349  10.7693  17.0654  -0.0036  0.0029  -0.0611
O  3.9837  1.5623  34.1512  0.0091  -0.0043  -0.0212
O  -9.8421  1.263  14.9091  0.0017  0.0034  -0.028
O  -41.8079  10.3503  25.8376  -0.0223  -0.0004  -0.043
O  -4.5612  12.6524  31.437  0.0059  0.0145  -0.0343
O  -15.7717  9.4358  28.3655  0.0158  -0.0036  -0.0345
O  0.375  9.6908  14.6963  0.0182  -0.0123  -0.0444
O  -7.3198  -0.4699  22.9197  -0.0137  0.0103  -0.0515
O  5.8833  20.7688  31.0469  -0.0142  -0.0155  -0.048
O  7.212  3.6937  34.2761  -0.0015  0.0041  -0.0176
O  9.2565  1.5423  34.1552  0.0037  -0.0061  -0.0153
O  0.6489  7.5633  27.0982  -0.0149  -0.0184  -0.0364
O  12.9667  17.541  24.0154  -0.0072  0.0055  -0.0327
N  -4.0933  6.0786  26.3027  0.0037  0.0027  -0.0659
O  -10.6088  12.363  19.4875  0.0042  -0.0105  -0.088
O  -35.9193  -11.4496  21.0507  0.0094  -0.0116  -0.0709
O  15.8561  15.08  27.2753  0.0013  0.0154  -0.0402
O  -7.1583  0.5111  27.0831  -0.0002  -0.0209  -0.0442
N  -11.0462  5.8175  14.8223  0.0076  -0.0187  -0.0715
O  -12.3513  11.6776  14.8664  -0.0149  0.0211  -0.0419
N  -13.1633  10.5295  23.6995  -0.0079  0.0168  -0.0466
O  6.1474  10.9651  33.3667  0.0183  -0.0042  -0.0668
O  9.0279  -3.3355  20.6206  -0.0127  0.0005  -0.0314
O  10.9393  -3.7868  22.2602  -0.0154  0.0003  -0.0697
O  -3.2404  -5.0791  29.0523  0.0027  0.0083  -0.0827
O  -4.7921  20.8245  23.2728  0.0086  0.0059  -0.0308
O  -5.2464  -7.7594  21.4973  -0.0111  -0.007  -0.0352
O  7.7278  -7.5076  17.9761  0.0062  0.0231  -0.0425
O  0.2906  -4.5305  19.7102  0.012  -0.0109  -0.0552
O  10.5473  -4.0041  24.8291  0.0054  0.0092  -0.049
O  -2.9732  2.8285  14.1619  -0.0025  0.0046  -0.0235
O  1.2481  37.9237  26.1121  0.01  -0.0069  -0.0277
O  -3.021  -8.504  20.3077  -0.0023  -0.0056  -0.0513
O  2.5811  8.2399  14.2592  0.0035  -0.0004  -0.0207
O  7.5498  20.821  26.2411  0.0135  0.0003  -0.0605
O  -1.4825  -1.1439  19.0233  0.0212  -0.0086  -0.0451
O  3.6873  -8.3707  28.8772  -0.0034  -0.0014  -0.0186
O  8.3713  12.9242  29.8526  0.0064  -0.0038  -0.0158
O  6.0923  -7.6193  29.3462  -0.0213  0.0119  -0.0411
O  3.5256  1.9304  15.1186  0.0216  -0.0068  -0.0485
O  1.6345  3.7634  15.328  -0.0103  0.0192  -0.0405
O  -9.9641  -1.8901  23.7679  -0.0001  -0.0126  -0.034
O  -5.3512  -8.5861  19.0258  0.0153  -0.0028  -0.035
O  9.1286  -4.5272  31.2452  -0.0245  -0.0105  -0.0407
O  7.4261  -10.3505  18.5965  0.0041  0.0002  -0.0276
O  8.8982  7.6363  14.7494  0.0118  -0.0173  -0.0393
O  3.2061  9.3497  20.5297  -0.0139  -0.0132  -0.0375
O  5.2409  0.1809  14.0823  -0.0023  0.0054  -0.019
O  -19.6947  -2.9559  18.4516  -0.0054  -0.008  -0.0376
O  8.3931  -1.6117  16.7495  -0.0173  -0.0123  -0.054
O  1.758  12.7649  17.2792  0.0157  0.0205  -0.0591
O  -17.8154  5.5563  25.4093  -0.0279  -0.004  -0.0444
O  -6.7833  -9.8945  20.8054  0.0042  0.011  -0.0242
O  -4.3828  -3.6737  21.2566  0.0278  0.0031  -0.06
O  1.9317  -0.3641  18.6898  -0.0141  0.0175  -0.0418
O  6.3628  5.0181  14.582  0.0076  -0.0224  -0.0517
O  8.0551  -17.8419  22.3241  -0.017  -0.0122  -0.0369
O  4.3157  -4.4516  15.2428  -0.0187  0.0105  -0.0427
O  -15.1993  7.4764  15.8294  -0.0036  0.0024  -0.0248
O  17.7402  8.0778  33.512  -0.0127  -0.0007  -0.04
O  33.4327  9.2195  28.972  0.0096  -0.0224  -0.0474
O  12.6808  11.6606  28.9693  0.013  0.0028  -0.0368
O  1.1632  -8.1916  21.801  -0.0013  -0.0194  -0.0364
O  4.4518  -2.8844  29.933  -0.0072  -0.0105  -0.0276
O  -1.6512  2.4761  24.1152  -0.0014  -0.0014  -0.0242
O  -0.8388  -1.3681  25.6337  0.0029  0.0055  -0.0339
O  -19.8839  5.1152  21.6376  0.0156  0.0061  -0.0488
O  15.5046  6.7605  27.6557  0.0107  -0.0108  -0.0491
O  0.9096  5.7409  17.311  -0.026  -0.0072  -0.0637
O  2.1092  9.0573  33.4958  -0.0197  0.0149  -0.0382
O  25.9443  -5.7389  29.6106  -0.0013  0.0003  -0.0401
O  -4.6558  16.1938  17.0813  -0.0226  0.0153  -0.0496
O  -25.4146  9.6879  14.6429  -0.0183  0.017  -0.0386
O  -6.3513  -2.9494  22.9935  0.0046  -0.0125  -0.0346
O  -10.2945  8.821  20.3655  0.0085  0.0057  -0.0247
O  -1.8628  5.5417  17.0154  0.0216  0.0091  -0.0441
O  -10.7124  11.5241  24.251  -0.0127  0.0144  -0.0319
O  -4.6303  6.1209  23.5942  -0.0208  0.0018  -0.0551
O  -2.3558  5.1646  24.4857  0.012  -0.0208  -0.0385
O  3.4738  -18.2726  20.2843  0.0002  -0.0039  -0.0207
O  -0.4804  22.1674  30.1026  0.0032  -0.0028  -0.0197
O  -6.4767  5.7344  21.5415  -0.0148  -0.0155  -0.0381
O  19.2181  21.3827  28.7564  -0.0115  -0.0254  -0.0456
O  24.0758  -3.9407  29.0329  -0.0065  0.0028  -0.0316
O  14.9802  10.7574  29.5606  -0.0088  0.0056  -0.0342
O  1.5893  0.2598  21.4189  -0.004  0.0002  -0.0211
O  -19.5896  -17.7382  23.9786  -0.0135  -0.0149  -0.0468
O  0.0834  18.9493  32.1134  0.001  0.0035  -0.0253
O  -1.3938  16.7738  27.0457  0.0171  -0.0085  -0.0352
O  -9.0345  3.7204  34.0328  -0.0023  0.0086  -0.0126
O  -2.7039  10.8532  31.4427  0.01  0.0027  -0.0388
O  10.4221  -3.0325  17.1134  -0.0018  -0.0149  -0.0383
O  2.9592  8.8955  27.4892  0.0067  0.0114  -0.0371
O  -3.3059  4.2356  31.1774  -0.0039  -0.0066  -0.0261
O  18.4537  -4.9832  19.1841  0.0022  -0.0268  -0.0542
O  4.246  9.4952  25.216  0.0173  -0.0078  -0.0607
O  4.3045  18.5475  33.0527  0.0152  -0.0059  -0.0344
O  -1.6483  -3.8604  33.8186  0.0147  -0.0098  -0.0434
O  1.5768  21.0156  31.2108  0.0028  0.0155  -0.0648
O  -3.7765  8.6385  19.1791  0.0017  0.0033  -0.0204
O  2.8339  -16.0805  19.2778  -0.0157  0.0117  -0.0408
O  -4.4056  6.7138  31.3076  0.0152  -0.0125  -0.0508
O  -2.7133  -2.8844  27.8327  0.0019  -0.0062  -0.0407
O  -0.8948  1.1441  21.9056  0.0149  0.003  -0.0527
O  -0.2797  26.2245  23.0747  0.0099  -0.0032  -0.0244
O  8.0313  7.8948  24.6115  0.0001  -0.0008  -0.0256
O  0.1786  5.4813  32.9172  -0.0129  0.0115  -0.0386
O  7.0989  1.4319  22.6486  -0.0059  0.0117  -0.0331
O  5.6774  16.4486  33.4  0.0007  0.0168  -0.0409
H  2.1657  0.5265  42.2289  -0.3323  0.3347  -0.2444
H  0.5273  2.1751  42.2289  0.1639  -0.3871  -0.3153
H  3.3095  4.9103  42.2577  0.2695  -0.2481  -0.3308
H  4.9392  3.2533  42.2577  -0.2733  0.4391  -0.2394
H  2.2184  5.9919  42.3254  -0.2373  0.3562  -0.2133
H  0.5671  7.6277  42.3254  0.2722  -0.2657  -0.2988
H  3.2238  10.3504  42.3051  0.2951  -0.3389  -0.2627
H  4.8791  8.7189  42.3051  -0.3585  0.1493  -0.2305
H  5.9687  2.1824  42.3236  0.295  -0.3584  -0.2801
H  7.6078  0.5346  42.3236  -0.3609  0.2021  -0.2068
H  10.3593  3.2644  42.2879  -0.1892  0.4389  -0.1743
H  8.7273  4.9191  42.2879  0.306  -0.2485  -0.3143
H  7.6582  6.0003  42.2675  -0.3427  0.3116  -0.1983
H  6.0113  7.6396  42.2675  0.3659  -0.0861  -0.3222
H  8.714  10.3439  42.2637  0.293  -0.208  -0.3405
H  10.3669  8.7097  42.2637  -0.2864  0.3169  -0.2427
H  0.8186  1.8785  5.9699  -0.4235  0.3348  0.2499
H  -0.7987  3.548  5.9699  0.2453  -0.2609  0.2492
H  1.8431  0.8473  5.9985  0.353  -0.455  0.2091
H  3.4832  -0.7996  5.9985  -0.1805  0.2338  0.3463
H  0.8178  7.3811  6.0151  -0.1821  0.2221  0.3459
H  -0.8292  9.0213  6.0151  0.3512  -0.3726  0.2037
H  1.9492  6.2605  5.9976  0.2209  -0.2343  0.2497
H  3.6  4.6242  5.9976  -0.3346  0.4236  0.2436
H  6.2305  1.9123  6.0359  -0.2198  0.2211  0.353
H  4.62  3.5883  6.0359  0.3714  -0.4369  0.1909
H  8.9967  -0.8172  5.9934  -0.3526  0.2892  0.2891
H  7.3319  0.8049  5.9934  0.2816  -0.2522  0.2109
H  4.6084  8.9783  5.9779  0.2385  -0.2504  0.2512
H  6.2908  7.3744  5.9779  -0.3352  0.2953  0.2766
H  8.9873  4.6637  5.9922  -0.2832  0.1674  0.3496
H  7.3544  6.3175  5.9922  0.3812  -0.3196  0.1872

Results
free energy: -154610.898 eV
free energy less fixed offsets of H -15.71, N -386.36, O -570.45, Si -639.56 eV per atom: 1.602 eV

The program warned: the cutoff lies below the one the program advises for these potential files; the forces do not sum to zero within the program's tolerance; empty levels may hold ghost states of the PAW files; the exchange-correlation potential is rough where the density is thin.
